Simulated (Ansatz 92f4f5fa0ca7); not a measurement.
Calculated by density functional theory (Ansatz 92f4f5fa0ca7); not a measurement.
Periodic cell of 158 atoms, Si90O68, from a study of silicon, its oxide and their interface. The atomic structure is a simulated model.

Settings: functional r2SCAN; potential files Ansatz norm-conserving; basis plane waves; wave-function cutoff 1300 eV; density cutoff ratio 4; exchange-correlation grid ratio 1; k mesh 2 x 2 x 1, shifted by 0.5 0.5 0.5 of a step; self-consistency stop 5e-08 eV per atom in the density residual; occupations Fermi-Dirac, 0.05 eV; spin none; net charge 0.

Cell vectors (angstrom)
a	10.88	0	0
b	0	10.88	0
c	0	0	22.5779

Atoms and the computed forces on them: element, x, y, z (angstrom), force x, y, z (eV/angstrom)
Si	-0.5618	-0.1804	-0.0995	0.1895	0.1352	-0.303
Si	4.6121	2.7669	-0.1611	-0.2244	0.3251	0.2977
Si	-1.8485	4.0221	0.9121	0.251	0.5074	-0.5214
Si	2.7568	8.4829	-1.4518	0.115	-0.3324	-0.3079
Si	4.6247	-1.002	-1.1114	0.4528	0.2666	-0.0725
Si	8.0721	2.0031	0.0576	0.3904	0.0208	-0.3365
Si	5.4432	4.5798	-1.3895	-0.0878	0.6519	0.277
Si	7.1874	5.9067	-0.3946	0.0189	-0.1819	-0.7886
Si	1.6088	1.2545	1.2152	-0.2739	-0.605	0.235
Si	2.5789	3.3255	0.7753	0.3015	0.2427	0.0967
Si	1.4647	6.9741	1.1505	-0.3407	0.1831	-0.5258
Si	4.8648	10.0753	1.2599	0.0469	0.0684	0.1878
Si	6.6314	0.8821	1.5516	-0.1696	-0.1919	0.3063
Si	11.3263	4.3067	0.5965	-0.4898	0.0433	-0.8431
Si	7.2139	7.1322	1.5696	0.3678	0.3487	-0.0849
Si	9.4579	9.3942	1.6358	-0.7652	-0.2386	0.2036
Si	-0.2811	3.0458	2.8195	0.4057	-0.4082	-0.1036
Si	2.9516	-0.0778	2.5595	-0.0783	-0.0324	0.0378
Si	0.1021	8.0799	2.7591	0.2115	-0.0571	0.1683
Si	2.5538	5.6047	2.7644	0.4854	-0.7135	0.1058
Si	5.3943	2.6027	2.5178	0.0837	-0.0321	-0.4262
Si	8.2192	-0.0336	2.9918	-0.0661	-0.1907	0.0698
Si	5.4902	8.2278	2.6508	0.0806	0.0335	0.0322
Si	8.2076	5.3616	2.7496	0.2309	0.3257	0.132
Si	1.2182	4.2269	4.2224	-0.1226	-0.0393	-0.0324
Si	3.971	1.4358	4.0307	-0.2228	-0.0326	-0.0208
Si	1.5317	9.4857	3.9991	-0.0706	0.2129	0.0609
Si	4.0814	6.8604	4.0549	0.1579	0.2446	-0.0708
Si	6.6287	4.1304	3.9435	-0.1839	0.0732	0.022
Si	9.4383	1.537	4.2193	0.0159	0.249	0.093
Si	6.7695	9.4324	4.2032	0.1617	0.0207	-0.0723
Si	9.6278	6.6296	4.1626	-0.2485	0.0373	0.0156
Si	0.1087	0.0453	5.3148	0.0862	0.0065	-0.1723
Si	2.5244	2.7465	5.4912	0.2856	0.0763	-0.1319
Si	-0.0817	5.3637	5.7785	-0.1005	0.083	0.3293
Si	2.7834	8.1742	5.5258	-0.1487	-0.0012	0.1999
Si	5.3204	0.0113	5.3454	0.0144	-0.0692	-0.0368
Si	8.0027	2.9236	5.4106	-0.0426	-0.3977	-0.146
Si	5.3253	5.4343	5.4901	0.0451	-0.0958	-0.1117
Si	8.1524	7.9821	5.4636	-0.075	0.0692	-0.2507
Si	1.1814	1.3892	6.9511	-0.2982	-0.0676	0.097
Si	3.7923	4.1535	6.8804	-0.1327	-0.0232	0.209
Si	1.3781	6.8311	6.9534	0.3347	-0.0289	-0.0346
Si	4.0935	9.6539	6.9106	-0.1448	0.0536	-0.2324
Si	6.7952	1.3186	6.5056	-0.1211	0.2244	-0.3571
Si	9.2198	3.9929	7.124	0.1756	0.1258	0.0203
Si	6.7615	6.7222	6.9138	0.0516	-0.1327	0.003
Si	9.5541	9.5045	6.5298	-0.074	0.0435	-0.0557
Si	-0.943	1.8949	8.1952	-0.0545	0.0161	-0.1143
Si	2.6592	0.1557	8.2829	0.3926	0.392	0.8056
Si	0.0653	8.412	8.003	-0.198	-0.289	0.2503
Si	2.5421	5.3476	8.4925	-0.3509	0.0918	0.0078
Si	5.8928	2.3944	8.2578	-0.1201	-0.5275	0.281
Si	8.3492	0.175	7.7415	-0.0277	0.048	0.0574
Si	5.5932	8.3021	8.1686	0.0096	0.1568	-0.2054
Si	7.8879	5.4273	8.5631	-0.1338	0.2201	-0.3635
Si	0.6686	4.2575	10.8462	0.4286	-0.1034	0.3938
Si	5.0302	1.0573	9.8797	0.1136	0.2813	0.8409
Si	1.4925	9.4834	9.4594	0.2921	-0.2148	-0.5848
Si	4.0502	7.5429	9.7441	-0.2117	-0.2935	0.6826
Si	6.9188	3.755	9.8399	0.3783	-0.3148	0.6531
Si	9.4501	2.1999	10.5405	-0.0266	0.4506	0.5969
Si	7.0438	9.7749	9.2706	0.1237	0.3453	0.9187
Si	9.406	6.4491	10.0815	0.1415	-0.1967	0.2274
Si	2.7687	0.3384	13.3596	0.1775	0.4077	0.0621
Si	0.9638	9.5363	11.723	-0.2047	0.1971	1.0546
Si	1.9898	4.6093	13.7101	0.3624	-0.0186	0.2191
Si	7.5187	-1.7534	13.8294	-0.1748	0.2397	0.3989
Si	15.2992	3.0459	13.364	-0.1225	0.3587	0.2314
Si	14.4417	8.4909	12.533	0.4089	-0.0862	0.4637
Si	12.7928	3.7879	16.511	0.0376	0.1616	-0.1619
Si	0.7309	-4.0401	15.3055	0.0848	-0.0111	-0.0596
Si	8.9284	8.2565	11.4352	-0.19	0.1659	0.2655
Si	5.7909	2.5312	11.5652	-0.6582	-0.0255	-0.1268
Si	8.2501	2.4189	17.779	0.147	0.3525	-0.36
Si	4.5059	1.2017	20.5879	-0.4337	-0.1786	-0.108
Si	3.9714	-0.1027	16.0165	0.0085	-0.2882	-0.0571
Si	7.4057	11.974	12.6206	0.1335	0.2574	-0.0175
Si	10.0915	4.9275	17.1724	0.2031	0.2037	-0.0254
Si	4.8936	-2.8642	15.1917	-0.1018	-0.13	0.2662
Si	17.2359	1.8289	15.2873	-0.5002	0.2194	-0.3777
Si	9.1344	7.5449	18.3341	-0.088	-0.4735	-0.263
Si	6.8821	2.6483	19.6791	-0.0409	0.1174	-0.1496
Si	9.8699	9.1379	15.7674	0.0391	-0.2509	-0.1224
Si	-0.334	0.1517	18.0753	0.053	0.0703	-0.3611
Si	3.8716	6.7884	19.9127	-0.2556	-0.3865	-0.4204
Si	14.1148	6.3988	16.9063	0.17	-0.0098	-0.0666
Si	10.9328	-1.4429	19.7867	0.0123	-0.3226	-0.2556
Si	6.6449	7.9763	20.0404	0.2956	-0.3703	-0.2651
Si	13.4557	1.3347	18.2292	0.333	0.1219	-0.2781
O	0.2077	1.6697	1.9789	0.4837	-0.0328	0.161
O	7.5041	-8.4068	-1.4013	0.174	-0.0525	0.2162
O	9.39	1.1276	-0.3031	-0.1195	-0.2362	0.0355
O	-0.297	-0.5314	-6.0044	-0.0909	0.1928	0.3298
O	0.5779	5.9273	0.215	0.1193	-0.1043	0.8265
O	-0.7447	-1.0694	-1.4389	0.1746	0.0041	0.087
O	3.1288	6.4538	-4.0635	0.1166	0.0274	0.0717
O	5.3675	-3.6743	-3.1602	0.0321	0.3155	0.3372
O	6.0569	-12.4649	-1.7947	-0.2555	0.0532	0.1639
O	6.1009	-6.7808	-2.8459	-0.1075	-0.393	0.3866
O	11.8899	11.2113	-0.0361	-0.0456	0.004	0.1818
O	2.2124	-2.9451	0.0201	-0.2206	0.05	0.3366
O	7.0927	12.9962	-5.9031	0.196	-0.0744	0.2497
O	8.2715	8.351	1.0757	0.0421	-0.2087	0.2662
O	7.4755	7.0531	-1.5119	-0.2278	0.328	-0.227
O	8.6125	5.0655	-0.3511	-0.9768	-0.0973	0.3298
O	-0.6807	7.3773	9.0291	0.0368	-0.0653	-0.2623
O	3.6129	4.4521	13.547	-0.3266	-0.2089	0.0276
O	1.5854	4.4317	9.498	-0.0221	0.1189	-0.1685
O	2.6296	-2.6129	9.4994	0.0865	0.0251	0.0214
O	3.4197	11.755	9.6443	-0.1296	-0.4923	-0.9773
O	4.0317	18.5733	13.8592	-0.0566	0.282	-0.1808
O	4.4301	7.8518	11.3147	-0.159	0.0607	-0.3803
O	0.0283	13.6522	10.9745	-0.3047	-0.0004	-0.0765
O	14.7039	20.9855	12.7569	-0.0971	-0.2172	-0.0986
O	4.533	3.3325	8.1105	0.3719	0.066	-0.6149
O	8.4216	3.4803	10.5154	0.4724	-0.6353	-0.3652
O	10.4131	5.4033	10.8324	-0.0749	0.1892	-0.3184
O	8.059	7.9946	12.7986	0.2766	0.3785	-0.3145
O	8.797	12.0903	11.7234	0.3808	0.0803	-0.5625
O	19.5761	9.6862	14.8078	-0.004	-0.1318	-0.22
O	12.371	4.3314	12.2207	-0.2741	0.0293	-0.4079
O	4.6829	6.8017	16.2519	-0.3116	0.1873	-0.0767
O	5.3762	-10.3373	15.5174	0.1392	0.1641	0.04
O	1.3353	10.8956	12.6319	-0.0089	-0.5762	-0.2442
O	10.9376	8.2596	14.8927	-0.1291	0.0324	0.1645
O	0.6806	15.1364	17.4888	-0.0822	-0.0332	-0.2183
O	10.2811	9.1033	11.8706	-0.0152	-0.1176	-0.0532
O	9.2235	-2.7497	16.8389	0.0759	0.0977	0.1625
O	3.7073	-4.9311	9.5064	-0.0136	0.4276	-0.2355
O	5.8825	10.5555	10.1744	0.1629	-0.1433	-0.533
O	4.2319	-1.676	16.0404	0.0456	0.1474	-0.1962
O	4.0794	5.4772	20.8729	0.2777	-0.0825	-0.0415
O	14.1802	1.855	13.107	-0.0421	-0.3457	0.1915
O	3.0837	-5.9964	16.4206	-0.2619	0.038	0.0988
O	-3.3574	1.6992	14.149	-0.1254	-0.2749	0.0638
O	9.3812	5.928	18.2486	-0.0221	0.1683	-0.1274
O	10.3516	-2.8644	19.2741	0.0745	0.1851	0.1167
O	11.8885	1.0204	18.3007	-0.0755	0.0195	-0.075
O	9.2471	1.1638	18.1325	0.2027	-0.0773	-0.2648
O	12.3395	6.1012	14.0633	-0.0132	-0.0775	0.1701
O	12.5284	-1.6733	20.1372	-0.3594	-0.0212	0.4066
O	-5.1085	1.4318	19.5461	-0.08	0.3104	0.4072
O	7.0212	-0.4739	12.9345	0.1662	-0.1941	-0.0156
O	12.3529	3.5951	14.927	0.1253	0.1931	0.1288
O	-1.82	3.683	17.1045	-0.0531	-0.444	0.1622
O	2.6896	2.5714	17.2004	-0.1424	-0.2053	0.1541
O	6.4058	8.3883	14.7621	0.0703	0.2058	-0.2542
O	3.2853	4.2837	24.5756	-0.2124	0.1405	0.0532
O	10.426	-5.0569	15.8367	0.1692	-0.0196	0.2
O	12.8368	-2.5399	12.3038	-0.2195	0.4331	-0.3258
O	16.1852	2.967	14.7484	0.1375	-0.4102	-0.0065
O	18.9803	-1.7126	10.3568	-0.099	-0.11	0.0427
O	7.707	-2.7329	18.8254	0.0184	0.0918	0.3076
O	13.6212	0.203	14.9871	0.1313	-0.0383	-0.1301
O	14.4065	0.2164	17.5384	-0.2021	0.1474	0.0354
O	14.0022	1.5657	19.7426	0.3552	-0.0394	0.05
O	12.783	7.2064	16.3902	-0.0765	-0.2198	-0.1088

Results
free energy: -42141.827 eV
free energy less fixed offsets of O -463.61, Si -117.95 eV per atom: -0.847 eV
pressure: -0.60 GPa
stress xx, yy, zz, yz, xz, xy (GPa, positive in tension): 0.74, -0.73, 1.8, -0.78, -0.81, 0.39
